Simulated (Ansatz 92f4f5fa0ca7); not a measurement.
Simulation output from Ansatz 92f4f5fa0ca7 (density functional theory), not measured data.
Periodic cell of 214 atoms, Si131O81P2, from a study of silicon, its oxide and their interface. The atomic structure is a simulated model.
Doubt: the cutoff is far below the 930 eV that the study's wrapper takes by default for these files, so forces and energies are approximate.

Settings
functional: PBE
potential files: Ansatz PAW
basis: plane waves
wave-function cutoff: 580 eV
density cutoff ratio: 5
exchange-correlation grid ratio: 1
k mesh: 1 x 1 x 1, Gamma-centred
self-consistency stop: 5e-08 eV per atom in the density residual
occupations: fixed
spin: none
net charge: 0

Cell vectors (angstrom)
a  10.938  0  0
b  0  10.938  0
c  0  0  31.5432

Atoms and the computed forces on them: element, x, y, z (angstrom), force x, y, z (eV/angstrom)
Si  10.4351  0.5765  24.3326  0.015  0.0079  0.0017
Si  6.0405  10.5027  24.1358  0.0067  0.0349  0.0246
Si  2.1292  3.2509  24.0786  0.0005  -0.0244  0.0043
Si  8.7056  2.2621  24.2932  -0.0356  -0.008  0.0152
Si  0.4976  5.0557  24.1546  0.0057  0.0258  0.0126
Si  5.0493  5.9011  24.1921  0.0306  -0.0137  -0.0029
Si  3.3915  7.6548  24.1519  -0.0134  -0.0029  -0.0006
Si  7.8285  8.8312  23.9857  0.0179  -0.0227  -0.0015
Si  1.3454  1.4775  25.447  -0.018  0.0371  0.0478
Si  6.9105  1.3129  25.4737  0.0233  -0.0325  0.0687
Si  4.0273  4.1035  25.3203  -0.0354  0.0101  0.0209
Si  9.656  4.1077  25.4041  0.03  -0.0334  0.0465
Si  1.4895  6.8215  25.3534  0.0092  -0.019  0.0399
Si  6.8946  6.9518  25.2403  -0.0134  0.0198  0.0044
Si  4.2222  9.5411  25.3291  0.0106  -0.023  0.0231
Si  9.5329  9.6409  25.4233  -0.0603  0.0089  0.0627
Si  2.779  0.0034  26.6493  -0.015  0.0316  -0.1316
Si  8.2111  -0.0205  26.9176  0.0159  -0.018  0.2109
Si  0.0078  2.7757  26.8953  0.0171  -0.0115  0.2079
Si  5.4493  2.7387  26.669  -0.0042  -0.0013  -0.1111
Si  2.748  5.4442  26.8205  0.0149  -0.0091  0.1299
Si  8.2192  5.5254  26.6345  0.0134  0.0212  -0.1261
Si  0.0382  8.2082  26.6535  0.0099  0.0436  -0.1193
Si  5.5418  8.2064  26.7801  0.029  -0.002  0.0989
Si  4.1119  1.3641  28.0668  0.0053  0.011  0.0688
Si  9.5824  1.3775  28.2432  -0.031  0.0118  -0.3586
Si  1.3824  4.1318  28.242  -0.0229  -0.043  -0.3415
Si  6.834  4.1401  28.02  0.0302  -0.0736  0.1305
Si  4.1491  6.8292  28.1338  -0.1046  0.0413  -0.089
Si  9.5964  6.8495  28.0463  -0.0032  -0.0061  0.093
Si  1.3972  9.582  28.0392  -0.0245  -0.0317  0.1178
Si  6.8308  9.5426  28.2415  0.0541  0.0995  -0.3332
Si  0.0347  -0.0217  29.5008  0.0381  -0.0514  -0.0286
Si  5.4484  0.0153  29.5003  0.0087  0.0122  0.0863
Si  2.7575  2.7138  29.5006  0.0185  -0.0166  0.0153
Si  8.1737  2.7703  29.4864  -0.0369  0.0412  0.0173
Si  -0.0216  5.5011  29.5026  -0.0337  0.0139  0.0806
Si  5.4904  5.4584  29.4876  0.0151  -0.0265  -0.0331
Si  2.7424  8.2071  29.4649  -0.0007  -0.004  -0.0133
Si  8.2376  8.1734  29.5031  0.0267  -0.046  0.0138
Si  1.3673  1.3673  30.8594  0.175  -0.112  0.1445
Si  6.8362  1.3673  30.8594  -0.1515  0.1428  -0.101
Si  4.1018  4.1018  30.8594  0.1599  -0.1093  0.0326
Si  9.5708  4.1018  30.8594  -0.1785  0.1443  -0.074
Si  1.3673  6.8362  30.8594  0.0241  0.2367  -0.1299
Si  6.8362  6.8362  30.8594  0.1565  -0.1605  0.0892
Si  4.1018  9.5708  30.8594  -0.1943  0.0044  -0.0792
Si  9.5708  9.5708  30.8594  0.1641  -0.1259  0.0869
Si  2.7345  0  0.6835  0.0901  -0.1693  0.0781
Si  8.2035  0  0.6835  -0.2893  0.0504  -0.1179
Si  0  2.7345  0.6835  -0.2259  0.164  -0.097
Si  5.469  2.7345  0.6835  0.1224  -0.1595  0.0936
Si  2.7345  5.469  0.6835  -0.2179  0.1169  -0.0907
Si  8.2035  5.469  0.6835  0.0477  -0.2932  0.147
Si  0  8.2035  0.6835  0.1903  -0.1602  0.0608
Si  5.469  8.2035  0.6835  -0.12  0.1706  -0.1128
Si  4.1213  1.3406  2.053  0.033  0.0316  -0.04
Si  9.5162  1.3999  2.0277  -0.0048  0.0515  -0.0218
Si  1.3323  4.126  2.0483  0.002  0.0546  -0.0094
Si  6.8478  4.067  2.0706  0.0509  -0.0038  -0.0623
Si  4.0872  6.8474  2.0368  -0.0767  0.0554  -0.0427
Si  9.5955  6.7987  2.0463  0.0134  -0.0262  -0.0434
Si  1.3764  9.5541  2.0504  -0.0022  -0.0069  -0.028
Si  6.8107  9.5788  2.0586  -0.0077  -0.0511  0.0003
Si  -0.0743  -0.006  3.287  0.1598  -0.0494  0.3059
Si  5.4552  -0.0107  3.5104  -0.013  0.0053  -0.0971
Si  2.702  2.718  3.3155  0.009  0.0621  0.2858
Si  8.165  2.676  3.526  -0.045  0.0946  -0.1126
Si  -0.0453  5.4312  3.5174  0.0053  -0.013  -0.125
Si  5.4358  5.4505  3.3364  0.0863  -0.1573  0.3644
Si  2.7328  8.1819  3.4707  -0.0302  0.002  -0.1027
Si  8.1911  8.1516  3.3296  -0.1485  0.0758  0.1186
Si  1.2685  1.3743  4.6286  0.2566  0.004  -0.1468
Si  6.8159  1.3002  4.9599  -0.0148  0.0009  0.0892
Si  4.0514  4.0794  4.7047  -0.0139  -0.0306  -0.1947
Si  9.5254  4.0288  4.9171  -0.0039  -0.0542  0.1433
Si  1.352  6.8237  4.8471  -0.0067  0.0734  0.1661
Si  6.8344  6.7788  4.699  0.0303  0.0273  -0.1849
Si  4.077  9.5481  4.8767  -0.059  0.025  0.1846
Si  9.503  9.5735  4.6477  -0.0223  -0.282  -0.1559
Si  2.5276  0.015  6.066  -0.2026  -0.0603  0.0242
Si  8.2198  -0.1861  6.2415  -0.1072  0.0074  -0.0309
Si  0.0041  2.6013  6.2054  0.0573  0.1022  -0.0653
Si  5.3253  2.7127  6.1945  0.0277  0.0304  -0.1322
Si  2.7157  5.405  6.1687  0.1037  -0.0538  -0.0199
Si  8.0849  5.406  6.2139  -0.0645  -0.0044  -0.0516
Si  -0.0852  8.2785  6.0532  -0.0074  0.289  -0.0937
Si  5.5419  8.1358  6.1352  0.0119  -0.071  -0.0275
Si  3.4351  1.8145  7.3285  -0.1412  -0.0269  0.1278
Si  10.103  0.6839  7.3593  0.0409  0.0087  0.3285
Si  1.7869  3.604  7.3962  -0.0731  0.0184  -0.023
Si  6.167  4.5452  7.4248  0.0477  -0.0142  0.0269
Si  4.5811  6.3395  7.2847  -0.0378  0.0999  -0.0782
Si  9.1674  7.1789  7.3167  0.1761  0.114  0.0827
P  0.8441  9.9741  7.3428  0.1294  -0.0937  0.0684
Si  7.3961  8.8458  7.4603  0.0491  -0.0051  -0.05
O  4.4246  6.8651  8.8464  0.1064  -0.0203  0.0009
O  1.3742  3.988  8.9611  0.0386  -0.011  0.0079
O  9.849  6.7048  8.76  -0.0986  -0.0229  -0.0545
O  6.1393  4.2734  9.0746  -0.0449  -0.0167  0.0025
O  3.5638  1.3934  8.9346  0.0503  0.1138  -0.1909
O  7.1694  8.9064  9.1146  0.0095  0.017  0.0917
O  9.7735  0.9356  8.9855  -0.1172  0.0519  -0.0388
O  8.2563  2.5294  22.7285  0.0015  -0.0008  0.0152
O  10.9995  5.5542  22.6342  -0.0051  -0.0052  0.007
O  5.6341  0.0845  22.6223  -0.0035  -0.0028  0.0091
O  5.2954  5.4089  22.628  -0.0073  0.0025  0.0189
O  2.144  2.8063  22.4734  0.0029  -0.0011  -0.0051
O  3.327  7.8517  22.499  0.0075  0.0038  0.0198
O  8.3739  8.7456  22.4042  -0.0061  0.0068  0.0065
O  -0.175  11.2396  22.7429  0.0002  0.0046  0.0193
Si  2.1582  2.9985  12.9025  -0.0102  0.0241  0.0124
Si  8.7878  1.2489  10.2502  0.0456  0.0009  -0.0737
Si  1.0729  4.5297  15.3618  -0.0099  0.0144  0.0246
Si  7.6312  5.6107  12.1732  -0.0246  0.0061  0.0191
Si  2.4104  8.1887  21.2024  -0.006  0.007  -0.0315
Si  5.4457  7.801  12.4538  0.0916  -0.0587  0.0521
Si  9.2605  0.5174  15.475  -0.0277  -0.0263  0.013
Si  2.9126  -0.0375  16.6455  -0.0086  0.0059  -0.0116
Si  10.4856  1.1653  12.6052  0.0557  0.0138  0.0925
Si  7.7646  2.8353  21.2235  0.0115  0.0097  -0.0378
Si  9.1317  8.7942  14.5143  -0.0171  0.0264  0.0314
Si  1.4721  4.7894  10.3757  -0.0216  -0.0207  -0.0312
Si  4.479  9.4925  19.1258  -0.0013  0.0126  -0.035
Si  11.0709  6.1046  21.105  0.0012  -0.0048  -0.0275
Si  6.6172  10.4687  14.8525  0.059  -0.0211  0.0431
Si  5.3875  0.7375  21.1622  -0.0128  -0.0084  -0.0415
P  2.2616  10.0109  10.6444  -0.228  0.0767  0.0526
Si  0.4262  10.6377  21.3798  0.0117  0.0007  -0.0266
Si  5.8551  5.2577  21.121  0.0015  0.0042  -0.0297
Si  3.5397  7.2131  10.1444  -0.145  -0.0989  -0.0264
Si  9.0562  5.7282  14.8773  0.0065  0.0255  -0.0175
Si  3.6629  4.0854  19.09  -0.0019  0.0017  -0.029
Si  10.0295  3.6711  19.3063  0.0009  -0.0029  -0.021
Si  4.2814  8.6789  15.3572  0.0012  0.0291  0.0772
Si  0.4641  1.9394  17.1498  -0.0082  -0.0297  -0.0166
Si  6.7907  7.5367  19.2336  -0.0018  0.0007  -0.0219
Si  5.2618  3.6235  16.7418  0.0121  -0.0034  -0.0261
Si  7.7817  5.0141  17.5129  -0.0053  -0.004  -0.0228
Si  6.7451  9.8866  10.3464  -0.0218  -0.068  0.0391
Si  4.4729  0.9787  10.2024  -0.0906  -0.1152  0.1383
Si  0.0898  9.069  12.0687  -0.0356  0.0266  -0.0568
Si  9.0965  8.6347  20.9313  -0.0034  0.0046  -0.0224
Si  4.5575  1.6778  14.5752  0.0234  0.0143  0.0598
Si  2.4431  2.0877  21.0412  -0.0013  0.0038  -0.0201
Si  6.4683  3.3072  10.347  0.0746  0.1076  -0.0049
Si  3.4526  5.9291  16.7327  0.0018  0.0133  -0.0226
Si  9.969  6.6132  10.3753  -0.0608  -0.0705  0.0199
O  0.1282  2.6341  18.5848  -0.0043  0.0139  0.0203
O  2.9381  9.6331  15.5714  0.0085  -0.0179  -0.0162
O  10.8573  4.8125  20.1342  0.0018  0.0048  0.009
O  7.6859  2.3644  9.8078  0.0028  -0.0263  0.0428
O  10.9184  5.3362  10.8038  -0.0104  -0.0142  0.0158
O  6.5784  6.6833  12.8161  -0.0327  0.0321  -0.0173
O  10.5599  8.0636  10.8707  0.0333  0.0242  -0.0055
O  7.672  9.4615  14.027  0.0117  -0.0168  -0.0235
O  8.4783  6.3362  10.9818  0.0284  0.0221  0.0025
O  5.356  10.498  20.052  0.0037  0.0051  0.0148
O  2.1794  3.7575  11.4428  0.0355  -0.0478  0.0198
O  7.9725  8.5488  19.7455  0.0081  -0.0011  0.0087
O  6.2051  6.7308  20.531  -0.0038  -0.0037  0.0141
O  5.5183  2.7149  15.4132  -0.0042  0.0027  0.0193
O  1.3042  0.9286  20.6939  -0.0061  -0.0006  0.0097
O  6.1441  9.0394  11.6165  -0.002  0.0632  -0.0593
O  4.6283  4.9901  16.1086  0.0044  0.0021  0.0083
O  6.5971  3.9036  17.6401  0.0027  -0.0004  0.0096
O  10.5569  10.6171  11.9494  0.0403  -0.0438  -0.0338
O  5.5845  0.5094  13.9848  -0.0152  0.0028  -0.022
O  8.0062  5.0768  15.9118  -0.0015  -0.0037  0.0285
O  9.7537  9.8861  15.5667  0.0184  -0.0085  -0.0098
O  -0.3891  5.1929  15.1918  0.0123  -0.0012  -0.0014
O  1.5639  6.8463  20.7867  -0.0002  0.0018  0.0091
O  1.4942  0.6428  17.1563  0.0037  0.0079  0.0065
O  6.5888  1.7827  20.7983  0.0024  -0.0011  0.0112
O  1.0282  1.8084  12.8541  -0.0113  -0.0287  -0.0328
O  3.2612  5.5043  18.3248  0.0028  -0.0069  0.0176
O  9.623  1.9621  11.4735  -0.001  0.0112  -0.0283
O  1.0469  3.1267  16.1946  0.0064  0.008  -0.0043
O  8.6656  5.2372  13.3763  -0.0002  0.0035  -0.0071
O  10.2801  8.4945  13.3895  0.0243  -0.0112  0.0267
O  1.4422  9.4046  21.6863  0  -0.0024  -0.0056
O  10.0776  9.9353  20.6017  -0.003  -0.0023  0.0051
O  3.4723  0.0863  11.212  0.1946  0.085  0.0633
O  5.2035  2.3374  10.7965  -0.0605  -0.0936  -0.0002
O  1.718  4.184  13.9172  -0.0036  0.0038  -0.0065
O  8.0204  10.8233  10.7756  -0.033  0.0072  0.0022
O  9.1388  4.48  18.2116  0.0069  -0.0033  0.0142
O  5.642  9.5298  15.7912  -0.0175  -0.0031  -0.0204
O  5.6235  -0.0562  9.7153  -0.0579  0.0273  -0.0455
O  3.607  2.357  13.4043  -0.0267  -0.0027  -0.0339
O  1.998  5.6743  16.0514  0.0092  -0.0042  -0.0101
O  9.671  1.1408  14.0173  0.0025  0.0312  -0.0495
O  4.3757  7.0285  11.5103  0.0057  0.02  0.002
O  4.7591  4.4802  20.2172  0.0031  0.0058  0.0138
O  9.9545  1.3989  16.6267  0.0129  0.0149  0.0112
O  6.8782  4.266  11.6127  -0.0028  -0.0564  -0.0285
O  5.5773  8.4103  18.5706  0.0042  -0.0018  0.0156
O  9.0656  2.7433  20.2451  -0.003  -0.001  0.0068
O  3.5994  1.1402  15.7712  0.0043  -0.0024  -0.0211
O  4.2163  3.0779  17.9  0.0001  0.0067  0.0125
O  9.9087  7.2207  20.8866  0.007  -0.0033  0.0038
O  3.1008  8.7912  9.9674  0.1078  0.0111  -0.0079
O  3.9644  7.4342  16.3708  -0.0054  -0.0002  -0.0022
O  7.6298  0.5152  15.6957  -0.0026  0.0115  -0.0086
O  8.9019  7.3325  15.1597  -0.0078  -0.0018  -0.0158
O  3.9268  1.4395  21.1514  0.013  0.0011  0.0029
O  1.7524  9.1924  12.0485  0.1276  0.0411  -0.1284
O  2.3022  6.1755  10.1925  0.0346  0.0207  0.0282
O  7.3451  6.4641  18.1292  -0.0034  0.006  0.0151
O  7.223  4.3718  21.1269  -0.0017  -0.009  0.0094
O  4.6181  8.2456  13.8051  -0.0184  0.0104  -0.0696
O  3.3279  8.6766  19.9538  -0.0039  -0.0106  0.0138
O  2.4938  3.2433  19.8691  0.0017  0.0007  0.0088
O  3.7309  10.3729  17.9646  0.0065  -0.0096  0.0137

Results
free energy: -130854.993 eV
free energy less fixed offsets of O -568.88, P -755.39, Si -635.61 eV per atom: -0.023 eV

The program warned: the cutoff lies below the one the program advises for these potential files; the forces do not sum to zero within the program's tolerance; the exchange-correlation potential is rough where the density is thin.
